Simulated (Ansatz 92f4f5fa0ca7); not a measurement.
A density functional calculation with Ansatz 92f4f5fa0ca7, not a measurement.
Periodic cell of 351 atoms, Si241O110, from a study of silicon, its oxide and their interface. The atomic structure is a simulated model.
Doubt: the cutoff is far below the 930 eV that the study's wrapper takes by default for these files, so forces and energies are approximate.

Settings: functional PBE; potential files Ansatz PAW; basis plane waves; wave-function cutoff 580 eV; density cutoff ratio 5; exchange-correlation grid ratio 1; k mesh 1 x 1 x 1, Gamma-centred; self-consistency stop 5e-08 eV per atom in the density residual; occupations fixed; spin none; net charge 0.

Cell vectors (angstrom)
a, 11.6015, 0, 0
b, 0, 13.3963, 0
c, 0, 0, 40.4426

Atoms: element, x, y, z (angstrom)
Si, 0, 2.2327, 1.1851
Si, 3.8672, 2.2327, 1.1851
Si, 7.7343, 2.2327, 1.1851
Si, 1.9336, 5.5818, 1.1851
Si, 5.8008, 5.5818, 1.1851
Si, 9.6679, 5.5818, 1.1851
Si, 0, 8.9308, 1.1851
Si, 3.8672, 8.9308, 1.1851
Si, 7.7343, 8.9308, 1.1851
Si, 1.9336, 12.2799, 1.1851
Si, 5.8008, 12.2799, 1.1851
Si, 9.6679, 12.2799, 1.1851
Si, 1.9336, 1.1164, 1.9745
Si, 5.8008, 1.1164, 1.9745
Si, 9.6679, 1.1164, 1.9745
Si, 0, 4.4654, 1.9745
Si, 3.8672, 4.4654, 1.9745
Si, 7.7343, 4.4654, 1.9745
Si, 1.9336, 7.8145, 1.9745
Si, 5.8008, 7.8145, 1.9745
Si, 9.6679, 7.8145, 1.9745
Si, 0, 11.1635, 1.9745
Si, 3.8672, 11.1635, 1.9745
Si, 7.7343, 11.1635, 1.9745
Si, 1.9336, 1.1164, 4.3426
Si, 5.8008, 1.1164, 4.3426
Si, 9.6679, 1.1164, 4.3426
Si, 0, 4.4654, 4.3426
Si, 3.8672, 4.4654, 4.3426
Si, 7.7343, 4.4654, 4.3426
Si, 1.9336, 7.8145, 4.3426
Si, 5.8008, 7.8145, 4.3426
Si, 9.6679, 7.8145, 4.3426
Si, 0, 11.1635, 4.3426
Si, 3.8672, 11.1635, 4.3426
Si, 7.7343, 11.1635, 4.3426
Si, 0, 0, 36.102
Si, 3.8672, 0, 36.102
Si, 7.7343, 0, 36.102
Si, 1.9336, 3.3491, 36.102
Si, 5.8008, 3.3491, 36.102
Si, 9.6679, 3.3491, 36.102
Si, 0, 6.6981, 36.102
Si, 3.8672, 6.6981, 36.102
Si, 7.7343, 6.6981, 36.102
Si, 1.9336, 10.0472, 36.102
Si, 5.8008, 10.0472, 36.102
Si, 9.6679, 10.0472, 36.102
Si, 0, 0, 38.4702
Si, 3.8672, 0, 38.4702
Si, 7.7343, 0, 38.4702
Si, 1.9336, 3.3491, 38.4702
Si, 5.8008, 3.3491, 38.4702
Si, 9.6679, 3.3491, 38.4702
Si, 0, 6.6981, 38.4702
Si, 3.8672, 6.6981, 38.4702
Si, 7.7343, 6.6981, 38.4702
Si, 1.9336, 10.0472, 38.4702
Si, 5.8008, 10.0472, 38.4702
Si, 9.6679, 10.0472, 38.4702
Si, 0, 2.2327, 39.2595
Si, 3.8672, 2.2327, 39.2595
Si, 7.7343, 2.2327, 39.2595
Si, 1.9336, 5.5818, 39.2595
Si, 5.8008, 5.5818, 39.2595
Si, 9.6679, 5.5818, 39.2595
Si, 0, 8.9308, 39.2595
Si, 3.8672, 8.9308, 39.2595
Si, 7.7343, 8.9308, 39.2595
Si, 1.9336, 12.2799, 39.2595
Si, 5.8008, 12.2799, 39.2595
Si, 9.6679, 12.2799, 39.2595
Si, 0.0117, -0.0339, 29.1156
Si, 1.7263, 3.3153, 28.8837
Si, 7.7242, 0.0595, 29.1297
Si, -0.1094, 2.2367, 29.8181
Si, 6.1986, 3.7424, 28.8105
Si, 9.6053, 3.4675, 29.1157
Si, 0.0868, 6.7269, 28.7441
Si, 3.9024, 6.9079, 29.0486
Si, 7.8021, 6.9007, 28.9965
Si, 2.0308, 10.0084, 29.1608
Si, 5.6922, 10.0366, 29.2074
Si, 9.6003, 10.1628, 28.9286
Si, 3.892, -0.0427, 28.7131
Si, 3.6552, 2.1511, 29.526
Si, 7.7266, 2.3003, 29.9019
Si, 1.9769, 5.5988, 29.6095
Si, 5.8708, 5.8206, 29.7906
Si, 9.7329, 5.7252, 29.7353
Si, -0.0323, 8.9572, 29.5925
Si, 3.8613, 8.9435, 32.4779
Si, 7.7381, 9.0567, 29.853
Si, 1.9999, 12.2848, 29.7373
Si, 5.7607, 12.3258, 29.7671
Si, 9.6537, 12.3171, 29.8664
Si, -0.0365, 2.2544, 32.1756
Si, 3.8479, 2.2489, 31.98
Si, 7.7144, 2.2845, 32.234
Si, 1.9461, 5.5937, 32.0353
Si, 5.8129, 5.6365, 32.15
Si, 9.7001, 5.661, 32.1226
Si, -0.0069, 8.9472, 32.0356
Si, 3.8406, 8.9576, 30.2159
Si, 7.7337, 8.9745, 32.2082
Si, 1.9733, 12.3147, 32.1247
Si, 5.7801, 12.3162, 32.1493
Si, 9.6686, 12.2882, 32.2082
Si, 1.936, 1.1548, 32.9029
Si, 5.7558, 1.1575, 32.9237
Si, 9.6483, 1.1326, 32.9802
Si, 0.0154, 4.5045, 32.9085
Si, 3.8692, 4.4706, 32.8626
Si, 7.7577, 4.5321, 32.938
Si, 1.8781, 7.794, 32.9502
Si, 5.8347, 7.8201, 33.0351
Si, 9.6861, 7.8696, 32.9455
Si, 0.0311, 11.1696, 32.9014
Si, 3.869, 11.2273, 33.019
Si, 7.7168, 11.2026, 32.9704
Si, 1.937, 1.1207, 35.2902
Si, 5.7895, 1.1201, 35.3006
Si, 9.6666, 1.1159, 35.3333
Si, 0.005, 4.4711, 35.2934
Si, 3.8658, 4.4607, 35.2685
Si, 7.7373, 4.4766, 35.3091
Si, 1.9132, 7.8036, 35.3163
Si, 5.8132, 7.8102, 35.3656
Si, 9.6738, 7.8207, 35.3135
Si, 0.0076, 11.1589, 35.2889
Si, 3.8666, 11.1796, 35.3568
Si, 7.7293, 11.1692, 35.3272
Si, 0.0029, -0.0014, 5.1739
Si, 3.8733, -0.0124, 5.1456
Si, 7.7428, -0.0169, 5.1181
Si, 1.9242, 3.3505, 5.1119
Si, 5.7926, 3.3523, 5.0991
Si, 9.6799, 3.3443, 5.0977
Si, -0.0003, 6.6958, 5.1345
Si, 3.858, 6.6984, 5.1424
Si, 7.7335, 6.694, 5.1214
Si, 1.9352, 10.0509, 5.1318
Si, 5.8035, 10.0459, 5.1339
Si, 9.6657, 10.0491, 5.1462
Si, 0.0291, -0.0254, 7.5773
Si, 3.91, -0.0573, 7.5257
Si, 7.7825, -0.0784, 7.4761
Si, 1.8924, 3.331, 7.4655
Si, 5.7677, 3.3325, 7.4416
Si, 9.6935, 3.3067, 7.4408
Si, -0.0108, 6.6675, 7.5036
Si, 3.8246, 6.6802, 7.5181
Si, 7.7248, 6.6549, 7.4817
Si, 1.947, 10.0395, 7.5001
Si, 5.819, 10.0129, 7.5029
Si, 9.6733, 10.0292, 7.5257
Si, -0.0001, 2.2216, 8.3526
Si, 3.821, 2.2064, 8.1875
Si, 7.7319, 2.1886, 8.0734
Si, 1.893, 5.5315, 8.3355
Si, 5.7666, 5.562, 8.252
Si, 9.6558, 5.5125, 8.2447
Si, 0.0155, 8.9127, 8.2687
Si, 3.8734, 8.9252, 8.2994
Si, 7.7423, 8.8739, 8.2891
Si, 1.9776, 12.2456, 8.3653
Si, 5.8764, 12.2258, 8.3374
Si, 9.7062, 12.2416, 8.4028
Si, 0.0407, 2.2505, 10.7572
Si, 3.7909, 2.149, 10.5175
Si, 7.6805, 2.2225, 10.3618
Si, 1.845, 5.5113, 10.7308
Si, 5.6694, 5.5393, 10.6099
Si, 9.6024, 5.4161, 10.5984
Si, 0.0194, 8.8449, 10.6218
Si, 3.8669, 8.9333, 10.6689
Si, 7.7182, 8.7073, 10.6552
Si, 2.048, 12.1999, 10.7684
Si, 6.018, 12.1705, 10.7335
Si, 9.7556, 11.9665, 10.8116
Si, 1.9438, 1.0407, 11.5169
Si, 5.7863, 1.0972, 11.1796
Si, 9.5665, 1.533, 11.5601
Si, -0.1038, 4.4461, 11.6435
Si, 3.7887, 4.3467, 11.4013
Si, 7.5644, 4.3658, 11.2509
Si, 1.9456, 7.7648, 11.3989
Si, 5.7248, 7.7336, 11.4416
Si, 9.72, 7.622, 11.3135
Si, 0.1652, 11.0124, 11.5593
Si, 4.0687, 11.1493, 11.5203
Si, 7.8927, 10.8086, 11.6051
O, 5.588, 1.5164, 12.765
O, 11.3119, 4.4727, 13.3144
O, 7.3609, 4.0147, 12.8725
O, 2.0816, 1.1102, 13.1825
O, 0.2436, 10.9696, 13.2359
O, 21.1449, 13.3051, 11.7871
O, 9.9165, -19.4159, 12.9396
O, 4.3862, 11.196, 13.1636
O, 8.1175, 10.4808, 13.2401
O, 3.8196, 4.2855, 13.0675
O, 9.3611, 2.193, 13.0592
O, 5.6606, 7.8295, 13.1039
O, 4.0648, -0.0273, 27.0313
O, 1.4645, 3.1073, 27.2453
O, 8.6756, -2.3565, 24.7092
O, -6.8267, 29.7519, 28.5944
O, 9.3177, 10.2727, 27.2848
O, 9.4296, 3.6494, 27.4534
O, 6.8198, 4.1372, 27.3194
O, 0.2528, 6.6759, 27.0638
O, 2.5716, 9.7818, 27.5922
O, 5.3235, 9.8001, 27.5868
O, 0.0643, 13.1197, 27.469
O, 3.9583, 7.4672, 27.4527
Si, 4.9924, 0.165, 25.6741
Si, 11.9166, 11.319, 24.5184
Si, 9.4472, 9.9935, 25.6838
Si, 1.9545, 0.4186, 14.6621
Si, 4.9387, 11.4829, 23.3078
Si, 12.3463, 4.0008, 20.9282
Si, 4.812, 2.8764, 23.9959
Si, 7.9154, 8.9077, 21.0287
Si, 6.0588, 9.8879, 16.2751
Si, 7.2044, 4.8974, 24.1775
Si, 11.2662, 6.0422, 25.6544
Si, 10.6697, 16.3231, 17.2374
Si, 11.5813, 0.3101, 18.7978
Si, 4.5504, 11.99, 14.5857
Si, 5.4124, 9.0552, 19.2071
Si, 11.5006, 11.5867, 14.7164
Si, 10.5935, 4.6436, 14.7899
Si, 2.8363, 9.9112, 24.4087
Si, 8.7862, 10.2859, 14.7316
Si, 3.9525, 9.0703, 27.0408
Si, 2.3775, 9.4808, 19.5869
Si, 7.7464, -2.3966, 23.3948
Si, 11.8072, 10.1421, 21.6492
Si, 10.5441, 7.667, 14.4099
Si, 8.0855, 3.4209, 26.5492
Si, 10.8121, 0.2174, 26.1701
Si, 5.2238, 3.3105, 18.3804
Si, 6.7927, 12.7869, 21.4574
Si, 3.4679, 2.5601, 16.0687
Si, 7.8019, 0.3032, 26.8165
Si, 1.935, 7.6143, 13.7424
Si, 4.81, 7.6992, 14.4947
Si, 8.244, 3.0691, 13.8768
Si, 9.6266, 3.9353, 19.7389
Si, 8.3184, 7.0767, 25.8244
Si, 13.4947, 2.8153, 23.3339
Si, 5.8694, 1.3067, 14.339
Si, 0.4652, 2.9662, 25.9618
Si, 8.7, 12.7708, 19.1004
Si, 9.9248, 10.1719, 19.201
Si, 0.9414, 7.6997, 23.1682
Si, 13.7331, 1.4342, 20.7382
Si, 5.0904, 1.77, 21.009
Si, 3.4125, 5.108, 14.4169
Si, 5.0414, 6.0359, 19.5067
Si, 12.1886, 10.7825, 17.5265
Si, 7.696, 5.8478, 21.2557
Si, 8.0224, 2.0551, 18.0788
Si, 2.1323, 6.5766, 20.5565
O, 10.879, 15.245, 26.1595
O, 7.7065, -0.8453, 22.8073
O, 1.9697, 10.217, 18.1818
O, 9.1345, 11.3685, 18.4007
O, 11.3147, 3.6555, 15.9108
O, 1.65, 10.1763, 20.8752
O, 3.9382, 2.6158, 17.6349
O, 0.199, 6.7593, 24.2796
O, 7.1963, 6.4072, 24.8326
O, 8.2704, 9.9401, 22.2509
O, 3.2897, 8.3526, 14.3537
O, 10.694, 10.6551, 20.5728
O, 11.4401, -0.5629, 24.89
O, 5.2322, 7.4863, 18.7967
O, 13.362, 2.9398, 20.1891
O, 4.9259, 10.9419, 15.7607
O, 1.9405, 1.4853, 22.3699
O, 13.4645, 11.092, 24.9925
O, 0.6471, 10.7262, 15.8972
O, 2.0747, 6.0164, 14.1469
O, 0.5136, 8.1597, 14.356
O, 5.2488, 3.0095, 19.9796
O, 7.2988, 2.0126, 14.6964
O, 0.47, 13.1293, 14.7966
O, 9.875, 11.5059, 14.9519
O, 8.9116, 9.0124, 19.7214
O, 8.5577, 2.7124, 19.4975
O, 9.5998, 8.8693, 14.9973
O, 6.0013, 9.8371, 17.9025
O, 12.5974, 5.4477, 20.2163
O, 7.5591, 10.3363, 15.8049
O, 5.12, 4.9375, 18.2948
O, 7.7359, 12.1885, 20.2806
O, 12.739, 0.4104, 19.9571
O, 10.1078, 0.133, 19.5144
O, 11.9236, 12.3543, 17.9379
O, 7.7034, 4.9691, 22.6298
O, 5.6697, 8.423, 15.6608
O, 11.8046, 11.189, 22.8929
O, -0.0874, 8.6239, 22.2556
O, 6.2206, 10.6102, 23.8314
O, 3.6611, 10.4994, 23.1298
O, 6.429, 0.857, 20.8804
O, 3.107, 12.6797, 14.8842
O, 6.4069, 9.2091, 20.4881
O, -3.856, 20.4885, 27.3444
O, 5.7786, 13.0892, 14.5967
O, 6.2193, 5.7732, 20.593
O, 10.5437, 6.2348, 15.2187
O, 9.0376, 4.14, 14.7958
O, 10.773, 3.5597, 20.8404
O, 3.9411, 9.3287, 25.4489
O, 3.3089, 3.4555, 23.8189
O, 5.3457, 12.0885, 21.8279
O, 2.1969, 1.5602, 15.814
O, 8.8184, 5.2597, 20.2235
O, 11.0365, 9.7357, 18.0889
O, 3.6222, 5.9597, 20.3137
O, 10.4525, 4.1402, 18.3329
O, 8.7514, 8.5646, 25.3403
O, 1.9449, 7.8905, 19.5985
O, 9.6624, 6.183, 25.7452
O, 8.0537, 7.395, 21.6108
O, 11.0245, 10.1516, 25.2747
O, 5.747, 4.1747, 24.2907
O, 11.5592, 1.6714, 17.8528
O, 4.523, -0.764, 24.4103
O, 12.6969, 3.9957, 22.5304
O, 7.8375, 13.8249, 18.1989
O, 8.253, 3.9783, 25.0347
O, 1.9042, 8.673, 24.0088
O, 4.6342, 6.1101, 14.8508
O, 1.9248, 6.8974, 22.1455
O, 4.7244, 2.051, 15.1882
O, 3.7032, 1.0223, 20.5426
O, 12.8216, 2.3057, 24.6977
O, 9.1669, 2.3228, 16.9386
O, 6.5127, -0.3482, 26.0428
O, 7.7099, 1.8671, 26.4227
O, 9.2521, -0.2325, 26.2926
O, 4.9292, 1.7326, 25.1698
O, 3.0744, 4.0695, 15.609
O, 6.5942, 2.7383, 17.6874
O, 5.1625, 2.2235, 22.5537
O, -0.0232, 4.4537, 25.5545
O, 3.9863, 9.6564, 19.7062

Results
free energy: -215762.209 eV
free energy less fixed offsets of O -568.88, Si -635.61 eV per atom: -3.399 eV

Forces (eV/angstrom), in the order of the atoms: element, x, y, z
Si, -0.0102, 0.0152, 0.0192
Si, 0.0048, 0.0329, 0.0238
Si, -0.0032, 0.0259, 0.0228
Si, -0.0024, -0.017, -0.0218
Si, -0.0085, -0.0009, 0.0139
Si, 0.0123, -0.0253, -0.0161
Si, 0, -0.0028, 0.0111
Si, -0.0039, -0.0013, 0.005
Si, 0.0114, 0.0311, -0.0026
Si, 0.0029, -0.0059, 0.0071
Si, 0.0004, 0.0031, -0.0052
Si, -0.0079, 0.0135, -0.0041
Si, 0.0031, -0.0505, -0.0156
Si, 0.0015, -0.0481, -0.0139
Si, 0.0403, -0.0613, -0.0097
Si, 0.0019, 0.0359, 0.0125
Si, -0.0382, 0.021, 0.0061
Si, 0.0196, -0.0086, -0.0043
Si, -0.0068, -0.0048, -0.0041
Si, -0.0199, -0.0189, -0.0118
Si, 0.0006, -0.0016, -0.0029
Si, -0.0102, 0.0157, -0.0033
Si, 0.0146, -0.017, -0.0004
Si, 0.0029, -0.0533, 0.0052
Si, -0.0096, -0.1057, 0.1646
Si, 0.0187, -0.1094, 0.0574
Si, 0.1126, -0.1408, -0.0025
Si, 0.0326, 0.0682, -0.2474
Si, -0.1142, 0.084, -0.1048
Si, 0.0236, -0.0139, -0.085
Si, -0.0293, 0.006, 0.0182
Si, -0.0634, -0.0236, 0.0608
Si, 0.0154, 0.0233, 0.063
Si, -0.0258, 0.0637, 0.1309
Si, 0.0349, -0.0374, -0.0347
Si, 0.0261, -0.1089, -0.1353
Si, 0.0962, -0.0406, -0.1397
Si, -0.0456, 0.1988, 0.1854
Si, -0.1155, 0.0681, 0.0181
Si, 0.0435, 0.029, -0.1541
Si, -0.049, 0.0489, -0.1741
Si, 0.045, 0.0981, -0.0784
Si, -0.108, -0.0622, 0.166
Si, -0.0977, -0.1313, -0.1394
Si, 0.2014, -0.0155, 0.2232
Si, -0.0656, -0.0482, -0.0139
Si, 0.0189, 0.0646, 0.1719
Si, 0.0561, 0.0477, -0.0644
Si, 0.0317, -0.021, 0.0048
Si, -0.0126, 0.0739, -0.0049
Si, -0.0425, 0.032, 0.0006
Si, 0.0158, 0.0268, 0.0054
Si, -0.0145, 0.0379, 0.0144
Si, 0.0146, 0.0516, 0.0173
Si, -0.0373, -0.0281, -0.0082
Si, -0.0402, -0.0325, 0.009
Si, 0.0752, 0.0002, -0.0129
Si, -0.0178, -0.0239, 0.0074
Si, 0.004, 0.0235, 0.0057
Si, 0.0181, 0.0352, 0.0095
Si, 0.0033, -0.0066, -0.0289
Si, -0.0065, -0.036, 0.0027
Si, 0.0061, -0.0257, -0.023
Si, -0.0093, 0.0173, 0.0051
Si, 0.0143, 0.0011, -0.0227
Si, -0.008, 0.0223, 0.0472
Si, 0.003, -0.002, -0.0057
Si, 0.0054, 0.0082, -0.0124
Si, -0.0127, -0.0295, -0.0027
Si, 0.0091, 0.0049, -0.0057
Si, -0.0037, -0.0066, 0.0082
Si, 0.0019, -0.0145, -0.0159
Si, -0.0068, -0.0015, -0.0102
Si, -0.0009, -0.0032, -0.0113
Si, -0.0059, -0.0035, 0.0011
Si, -0.0019, 0.0011, 0.0105
Si, -0.0098, -0.0197, 0.0161
Si, 0.0054, 0.001, -0.0089
Si, 0.0029, 0.0019, -0.0178
Si, 0.0024, 0.0056, -0.0079
Si, 0.0014, 0.0134, -0.0184
Si, -0.0019, 0.0014, -0.0042
Si, 0.0027, 0.0033, -0.0068
Si, -0.001, 0.0082, -0.0191
Si, 0.0066, 0.0013, -0.0252
Si, 0.0238, 0.0149, -0.0096
Si, -0.0144, 0.0038, -0.0136
Si, -0.006, 0.0042, 0.0101
Si, -0.0044, -0.0081, 0.0068
Si, -0.006, -0.0028, 0.0139
Si, 0.005, -0.0021, 0.0097
Si, -0.0021, -0.0002, 0.0027
Si, -0.0054, -0.0031, 0.0075
Si, -0.0055, -0.0071, 0.0087
Si, 0.011, 0.0013, 0.0095
Si, -0.0109, 0.0097, 0.0066
Si, 0.0066, -0.0015, 0.0015
Si, -0.0014, 0.0026, 0.0031
Si, 0.0026, -0.0023, 0.0011
Si, 0.0007, 0.0006, -0.0011
Si, -0.0038, 0.0014, -0.0018
Si, -0.0002, -0.0008, 0.001
Si, -0.0015, 0.0001, -0.0019
Si, 0.0058, 0.0005, 0.0079
Si, 0.0025, 0.0012, 0.0006
Si, -0.0057, 0.0001, -0.0085
Si, -0.0011, -0.0035, -0.0011
Si, 0.0006, -0.0019, 0.0026
Si, 0.0019, -0.0006, 0.0003
Si, 0.001, 0, 0.001
Si, -0.0012, 0.0001, 0.001
Si, -0.0038, 0.0015, -0.002
Si, -0.0003, 0.0023, 0.001
Si, 0.0033, 0.0015, 0.0006
Si, -0.0023, -0.0002, -0.0005
Si, 0.0019, 0.0018, 0.0016
Si, 0.0012, 0.0013, -0.0008
Si, 0.0019, 0.001, -0.0036
Si, -0.0011, 0.0026, -0.0014
Si, -0.0006, 0.0031, -0.0019
Si, -0.002, 0.0008, -0.0002
Si, -0.0011, -0.0016, 0.0022
Si, 0.0016, -0.002, 0.0039
Si, 0.0018, -0.0004, 0.0017
Si, -0.0001, 0.001, 0.0038
Si, -0.0008, 0.0014, 0.0021
Si, -0.0012, -0.0019, 0.0019
Si, 0.0018, -0.0015, 0.0021
Si, -0.0001, 0.0002, 0.0014
Si, -0.0006, -0.0009, 0.0013
Si, -0.0004, 0.0016, 0.0025
Si, -0.0003, -0.0019, 0.0035
Si, 0.0013, 0.0003, -0.0037
Si, -0.001, -0.0024, -0.0001
Si, -0.0012, -0.0023, -0.0052
Si, -0.0033, 0.0011, 0.001
Si, -0.0006, 0.0012, -0.0025
Si, -0.0005, 0.0016, -0.004
Si, -0.0007, 0.0011, -0.0014
Si, 0.0004, 0.0012, -0.0003
Si, 0.0011, 0.001, -0.0015
Si, 0.0007, 0.0009, -0.0015
Si, 0.0005, 0.0019, -0.0021
Si, 0.0028, 0.0017, 0.0008
Si, 0.0042, 0.0007, 0.0022
Si, 0.0059, -0.0021, 0.0056
Si, 0.0008, 0.0019, -0.0055
Si, 0.0052, -0.0017, -0.0036
Si, 0.0002, -0.0009, 0.0024
Si, 0.0057, 0.0009, -0.0028
Si, -0.0019, -0.0012, 0.0036
Si, -0.001, -0.0006, 0.0044
Si, -0.0021, -0.0016, 0.0034
Si, -0.0019, -0.0007, 0.0035
Si, -0.0008, -0.0035, 0.0047
Si, -0.0047, -0.0005, 0.0044
Si, 0.0026, 0.0021, 0.0035
Si, -0.003, 0.0015, 0.0073
Si, -0.0019, 0.0002, -0.0042
Si, -0.002, 0, 0.0046
Si, -0.0022, 0.0035, 0.005
Si, -0.0028, 0.0029, -0.0006
Si, -0.0035, 0.0009, -0.0026
Si, 0.0003, 0.0014, -0.0025
Si, -0.0012, 0.0007, 0.0028
Si, -0.0002, -0.0011, 0.0006
Si, -0.0033, 0.0009, -0.0031
Si, -0.0006, 0.001, -0.006
Si, -0.0187, -0.0056, -0.0004
Si, 0.0258, -0.0119, -0.0045
Si, 0.0158, -0.013, -0.002
Si, -0.006, 0.0111, -0.0031
Si, 0.0012, 0.0028, -0.0097
Si, 0.0035, 0.0008, -0.0085
Si, 0.0113, -0.0036, -0.0076
Si, -0.0019, -0.0046, -0.0082
Si, 0.0071, 0.0034, -0.0046
Si, -0.0043, -0.0029, -0.0068
Si, -0.0086, -0.002, -0.0091
Si, -0.0044, -0.0113, -0.0137
Si, -0.0031, -0.0054, 0.0195
Si, -0.0471, 0.0292, 0.015
Si, 0.0149, 0.0007, -0.0053
Si, 0.0022, 0.0071, 0.0098
Si, 0.0026, -0.001, 0.0209
Si, -0.0059, 0.004, 0.0126
Si, -0.0021, -0.0028, 0.0028
Si, 0.0002, 0.0021, 0.017
Si, 0.0074, -0.0102, 0.0134
Si, 0.0016, -0.0043, 0.019
Si, -0.0002, 0.0022, 0.0192
Si, -0.0016, -0.0063, 0.0034
O, 0.0357, -0.0193, 0.0036
O, 0.0091, -0.0035, -0.0168
O, -0.005, 0.0028, -0.0032
O, 0.0023, 0.0058, -0.0249
O, 0.0063, -0.0121, -0.0468
O, 0.0036, 0.0111, 0.0133
O, -0.0016, -0.0021, -0.0091
O, -0.0028, -0.0061, -0.0268
O, -0.0007, 0.0097, -0.0333
O, -0.0017, 0.0021, -0.0152
O, 0.0018, 0.0038, 0.0094
O, 0.0074, 0.0002, -0.0239
O, -0.0174, 0.0027, 0.0333
O, 0.0062, 0.0027, 0.0093
O, 0.0067, -0.0033, 0.0006
O, -0.0009, -0.0056, 0.0143
O, 0.0011, -0.0021, 0.0256
O, 0.005, -0.0019, 0.0074
O, -0.0005, 0.0092, -0.0049
O, -0.0005, 0.0044, 0.0214
O, -0.0018, 0.0007, 0.0049
O, 0.0007, 0.0013, 0.0044
O, 0.0101, -0.0002, 0.0138
O, -0.0015, -0.0046, 0.005
Si, 0.0061, 0.0028, -0.014
Si, -0.0017, 0, 0.0097
Si, 0.0066, 0.0063, -0.0021
Si, -0.0088, 0.0028, -0.0066
Si, 0.0091, -0.0058, 0.0046
Si, -0.0014, -0.003, -0.0063
Si, -0.0117, 0.0016, -0.0047
Si, -0.003, -0.0007, -0.0085
Si, 0.0013, 0.0037, -0.0125
Si, -0.0116, 0.0058, -0.0029
Si, -0.0046, -0.0058, -0.0034
Si, -0.005, -0.0057, -0.0128
Si, -0.0004, -0.0014, -0.012
Si, 0.0017, -0.001, -0.0031
Si, -0.0041, -0.0038, -0.0082
Si, 0.0137, 0.0174, 0.0094
Si, 0.0065, -0.0088, 0.0012
Si, 0.0041, 0.0026, 0.0154
Si, -0.0107, -0.0094, 0.0079
Si, 0.005, 0.0055, -0.0047
Si, 0.0024, -0.0048, -0.0093
Si, -0.0038, -0.0005, 0.0009
Si, -0.0008, -0.0018, -0.0028
Si, 0.0026, 0.0093, -0.0138
Si, 0.012, 0.0048, -0.001
Si, 0.0005, 0.009, -0.0024
Si, 0.0094, 0.0036, -0.0086
Si, -0.0004, 0.002, -0.0102
Si, 0.0086, -0.0049, -0.0126
Si, -0.0011, -0.031, 0.0073
Si, -0.0009, -0.0011, 0.0035
Si, 0.0028, 0.0019, -0.002
Si, 0.0027, -0.0035, -0.0027
Si, -0.0033, 0.0031, -0.0058
Si, 0.0002, -0.0023, -0.0035
Si, 0.0041, 0.003, 0
Si, -0.0309, 0.0115, -0.0152
Si, 0.0058, -0.0016, -0.0065
Si, 0.0041, -0.002, -0.0139
Si, -0.002, 0.0044, -0.013
Si, 0.0011, -0.0011, 0.002
Si, -0.0015, 0.0013, -0.0058
Si, 0.0025, 0.004, -0.0059
Si, -0.0036, -0.008, -0.0079
Si, 0.0004, -0.0033, -0.0049
Si, -0.0016, 0.0013, -0.0136
Si, -0.0034, -0.001, -0.0107
Si, -0.0042, -0.0015, -0.0164
Si, 0.0012, 0.001, -0.0073
O, -0.0031, 0.0011, -0.0047
O, 0.0022, -0.0016, -0.0013
O, 0.0006, 0.0015, 0.0075
O, 0.0012, -0.0012, 0.007
O, -0.0069, 0.0152, -0.0035
O, 0.0043, 0.0014, 0.0032
O, -0.0097, -0.0026, -0.0115
O, -0.0071, -0.0037, 0.0028
O, 0.0099, 0.003, 0.0001
O, -0.0013, 0.0045, 0.0025
O, -0.0037, 0.0005, 0.0056
O, -0.0011, -0.0003, 0.0033
O, 0.0032, 0.0009, -0.0061
O, -0.0001, 0.0029, 0.0073
O, 0.0006, -0.0006, 0.0055
O, -0.0056, 0.0069, 0.0062
O, -0.0015, 0, 0.0011
O, 0.001, 0.0027, -0.0058
O, 0.0012, -0.0011, 0.0114
O, -0.0012, 0.0022, 0.005
O, 0.0053, -0.005, 0.0073
O, 0.0007, -0.0053, 0.0104
O, 0.0049, 0.0076, 0.0147
O, 0.0036, 0.001, 0.0132
O, -0.0113, 0.0042, 0.0235
O, -0.0006, -0.0004, 0.0079
O, -0.0005, 0.0004, 0.0029
O, 0.0014, 0.0002, 0.0116
O, 0.0009, 0.0009, -0.0005
O, -0.0034, -0.0013, 0.0064
O, 0.0028, -0.0013, 0.0149
O, -0.0015, -0.0043, 0.007
O, -0.0004, 0.0012, 0.0073
O, 0.0015, -0.0003, 0.0076
O, -0.0039, -0.0016, 0.0068
O, 0.0025, -0.0036, 0.006
O, -0.0006, -0.0016, 0.0075
O, -0.0035, -0.0093, 0.0076
O, -0.0001, 0.0049, 0.0041
O, 0.001, -0.0011, 0.0018
O, -0.0026, 0.0017, -0.0093
O, -0.0015, -0.0011, -0.0037
O, -0.0047, 0.0026, 0.005
O, 0.0037, -0.0032, 0.0139
O, 0.0071, 0.0004, 0.0056
O, -0.0031, -0.0039, 0.0189
O, -0.0039, 0.0079, 0.0232
O, 0.0029, -0.0003, 0.0058
O, 0.0008, -0.0005, 0.0119
O, -0.007, -0.0035, 0.0079
O, -0.0004, 0.0032, 0.0022
O, 0, -0.0035, -0.0036
O, 0.0209, -0.0071, -0.0068
O, -0.0043, -0.0012, 0.0027
O, 0.0044, -0.0037, 0.007
O, -0.0001, -0.003, 0.0032
O, 0.005, -0.0005, 0.0083
O, 0.0035, -0.0003, 0.0014
O, 0.0029, -0.0032, 0.0059
O, -0.0026, -0.0085, -0.0039
O, 0.0005, 0.0033, 0.0078
O, 0.001, 0.0043, -0.004
O, 0.0013, 0.0037, 0.0003
O, -0.0061, -0.0031, -0.0073
O, 0.0055, -0.001, -0.0045
O, -0.001, 0.0047, 0.0046
O, -0.0021, 0.0112, 0.0042
O, -0.0005, -0.0005, 0.0026
O, -0.001, 0.0045, 0.0087
O, 0.0045, -0.0063, 0.005
O, -0.0009, 0.0024, -0.0041
O, 0.0013, -0.0004, 0.016
O, -0.0025, 0.0002, 0.0037
O, 0.0093, -0.0062, -0.0057
O, -0.004, -0.0016, 0.0075
O, -0.0117, 0.0052, 0.0097
O, 0.0055, 0.0013, 0.0111
O, 0.0057, 0.001, -0.006
O, -0.0042, 0.0246, -0.015
O, -0.0192, -0.0015, -0.0069
O, 0.0011, -0.0018, -0.006
O, 0.0037, 0.0063, 0.0042
O, -0.0004, 0.0007, 0.0108
O, -0.0035, 0.0049, 0.0086
O, 0.0006, 0.0069, -0.003
O, -0.0034, -0.0001, 0.0048

The program warned: the cutoff lies below the one the program advises for these potential files; the forces do not sum to zero within the program's tolerance; the exchange-correlation potential is rough where the density is thin.
